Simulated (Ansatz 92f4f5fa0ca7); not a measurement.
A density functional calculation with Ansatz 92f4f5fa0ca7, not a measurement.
Periodic cell of 186 atoms, Si104O82, from a study of silicon, its oxide and their interface. The atomic structure is a simulated model.

Settings: functional PBE; potential files Ansatz PAW; basis plane waves; wave-function cutoff 700 eV; density cutoff ratio 5; exchange-correlation grid ratio 2; k mesh 2 x 2 x 1, shifted by 0.5 0.5 0.5 of a step; self-consistency stop 5e-08 eV per atom in the density residual; occupations Fermi-Dirac, 0.05 eV; spin none; net charge 0.

Cell vectors (angstrom)
a 11.5983 0 0
b 0 11.5983 0
c 5.1892 -4.5265 23.9194

Atoms: element, x, y, z (angstrom)
Si -0.6122 -0.5556 0.0285
Si 0.0977 3.1861 0.0488
Si -0.2365 7.921 0.408
Si 3.4321 -0.42 0.1569
Si 3.2854 4.2001 0.1779
Si 3.5125 8.0021 -0.2765
Si 7.4349 0.5218 0.1356
Si 7.4918 3.6747 0.2982
Si 7.685 6.7967 -0.1819
Si 1.4381 -0.1443 1.4031
Si 1.6312 3.7163 1.7458
Si 1.7999 7.6848 1.4966
Si 5.448 -0.004 1.382
Si 5.4169 3.8914 1.4258
Si 5.6004 7.5465 1.0278
Si 9.2547 -0.1156 1.5723
Si 9.5449 3.5449 1.416
Si 9.3368 7.412 1.4777
Si 1.5861 1.7191 2.8959
Si 1.668 5.7566 2.9024
Si 1.6145 9.5623 2.8742
Si 5.4112 1.9005 2.7873
Si 5.5245 5.8002 2.7434
Si 5.5737 9.5018 2.605
Si 9.4049 1.7847 2.9125
Si 9.4752 5.5135 2.8252
Si 9.2344 9.4387 2.775
Si -0.2945 1.8038 4.2795
Si -0.2706 5.6913 4.2648
Si -0.3873 9.4569 4.1558
Si 3.5371 1.7973 4.2043
Si 3.6358 5.7566 4.1924
Si 3.6459 9.5391 4.1115
Si 7.3875 1.8566 4.1663
Si 7.4773 5.622 4.1481
Si 7.3637 9.5021 4.1705
Si -0.3307 -0.1923 5.467
Si -0.2244 3.7591 5.6243
Si -0.3858 7.5992 5.6317
Si 3.5674 -0.1501 5.5092
Si 3.5421 3.7822 5.5157
Si 3.6501 7.654 5.5927
Si 7.4192 -0.1179 5.4929
Si 7.394 3.7357 5.6366
Si 7.491 7.5663 5.5432
Si 1.573 -0.0982 6.8308
Si 1.7104 3.7944 7.0069
Si 1.6269 7.6117 6.888
Si 5.496 -0.105 6.8523
Si 5.3718 3.7517 6.9782
Si 5.6374 7.578 6.9797
Si 9.3918 -0.191 6.8446
Si 9.4224 3.7026 6.9622
Si 9.2931 7.6283 7.095
Si 1.5837 1.8019 8.2475
Si 1.6539 5.7662 8.395
Si 1.6161 9.5812 8.143
Si 5.3536 1.7604 8.2738
Si 5.4775 5.6465 8.4067
Si 5.6675 9.6155 8.2068
Si 9.3895 1.6781 8.2102
Si 9.3505 5.5721 8.4182
Si 9.4362 9.6926 8.4491
Si 11.2617 1.8637 9.7066
Si -0.3144 6.094 9.72
Si -0.1058 9.335 9.7942
Si 3.4184 1.1051 9.6284
Si 3.5504 6.3805 9.6983
Si 3.6194 9.5551 9.2732
Si 7.3846 1.7547 9.4021
Si 7.3942 4.9034 9.6813
Si 7.4939 10.2613 9.6914
Si 8.5857 9.9083 14.7565
Si 13.2348 1.8814 11.8438
Si 1.1179 0.4425 14.5372
Si 13.0244 7.2825 16.5276
Si 9.4926 4.9262 14.1244
Si 6.887 9.0466 12.4411
Si 7.5657 2.6727 20.723
Si 4.0391 8.9275 13.1957
Si 8.3153 -3.2411 17.2665
Si 8.2513 5.4533 16.6799
Si 12.3924 2.2159 19.1076
Si 10.9383 7.7617 14.3936
Si 3.9322 5.7888 12.7267
Si 6.4881 8.1842 19.7569
Si -0.3845 4.0064 11.8185
Si 14.4114 4.6972 15.2979
Si 3.3801 1.3191 19.306
Si 10.2953 0.3807 16.169
Si 12.6406 9.5355 12.7564
Si 14.1506 -4.9845 21.7291
Si 2.2713 1.9604 16.6418
Si 10.5555 -1.4799 18.5154
Si 6.973 5.94 12.5972
Si 7.6064 8.9566 22.4001
Si 13.0727 8.4745 19.3114
Si 16.9239 5.7933 16.6771
Si 4.1503 10.0028 18.8633
Si 6.6962 5.2493 19.2514
Si 14.0741 3.58 20.9663
Si 6.1532 1.1307 22.6278
Si 9.6101 1.2794 18.8785
Si 4.1376 8.7531 16.161
O 7.8022 9.298 16.0515
O 8.4965 3.0498 22.0171
O 0.9705 1.9165 -0.6824
O -0.4576 -2.1818 -0.3012
O 12.922 3.5928 19.7941
O 7.424 2.1301 -0.4631
O 6.5683 6.5991 20.1885
O 6.5686 1.4328 21.0903
O 3.494 1.8648 17.7406
O 0.0723 4.3044 -1.1777
O -0.0084 6.8908 -0.8619
O 2.3773 5.5278 -0.3976
O 16.5251 7.3544 16.4659
O 7.6049 5.1422 -0.5901
O 7.7106 -0.5413 -1.1193
O -1.2655 0.0647 -1.4175
O 7.4057 9.0262 20.7854
O 3.6697 2.5538 20.3764
O 3.339 3.1652 -1.1098
O 12.0575 1.0758 10.9793
O 8.0265 5.0651 13.451
O 8.3353 2.0873 19.4178
O 3.5703 8.0346 10.0816
O 5.2946 9.3743 12.2582
O 12.0878 8.0872 13.2802
O 3.5423 -0.5207 10.0562
O 3.4841 5.6115 11.1739
O -0.2864 7.7165 9.9866
O 9.1397 -0.2322 15.2007
O 0.3246 9.8847 11.3238
O 7.3689 3.2678 10.1882
O 7.3846 0.2713 10.2565
O 7.3359 5.8502 11.018
O -0.3166 5.5444 11.2914
O 7.5777 9.2412 10.9874
O 11.3417 1.1045 15.1485
O 9.602 1.4039 17.2409
O 15.8743 4.814 15.9719
O 3.8196 7.3218 13.2445
O 5.4919 5.3276 12.8997
O 4.5491 9.8739 17.2784
O 2.1884 0.5521 15.7918
O 10.6071 3.1887 10.5131
O 0.7023 10.5676 13.992
O 12.8767 7.3315 18.1494
O 14.1442 8.395 16.1254
O 4.466 9.3986 14.7092
O 12.4867 2.2662 17.4813
O 2.9583 4.9148 13.6937
O 8.0363 5.073 18.2721
O 14.6881 1.8754 11.078
O 1.8013 1.2274 13.3073
O 7.553 10.0685 13.5217
O 10.2952 6.3277 14.0509
O 13.4137 3.0407 22.3667
O 3.6038 -1.9435 -0.4443
O 6.7053 3.9813 20.2507
O 7.0679 7.521 13.0015
O 4.2862 -0.0442 19.4157
O 10.3494 3.8611 13.2197
O 13.3759 0.9674 19.5723
O 1.1148 3.4142 12.0457
O 10.8736 2.0273 19.5759
O 13.9564 3.1699 15.5666
O 2.6673 9.5763 12.626
O 11.6052 7.7201 15.88
O 6.7715 5.5021 15.9924
O 7.0323 8.1772 18.2265
O 13.5989 7.6764 20.619
O 8.4415 7.5989 22.7335
O 14.1912 9.5909 18.9576
O 11.0604 -0.7763 17.0951
O 9.514 -2.6507 18.1527
O 9.8011 8.9185 14.3298
O 5.396 5.3532 18.2521
O 13.4055 5.7828 15.9992
O 14.5174 -6.463 21.1227
O 11.7072 -2.2097 19.4152
O 9.7393 -0.3026 19.3223
O 8.872 6.9575 16.6542
O 5.0292 8.929 19.7273
O 9.2262 4.53 15.7201

Results
free energy: -112759.234 eV
free energy less fixed offsets of O -569.03, Si -635.61 eV per atom: 4.666 eV
pressure: -0.49 GPa
stress xx, yy, zz, yz, xz, xy (GPa, positive in tension): -0.33, 1.23, 0.58, 0.23, 0.04, -1.24

Forces (eV/angstrom), in the order of the atoms: element, x, y, z
Si -0.1422 -0.0972 0.0053
Si 0.1685 0.5336 0.2057
Si -0.0081 -0.004 -0.3081
Si 0.1056 0.0227 0.0555
Si -0.2778 -0.4797 0.2537
Si -0.0515 0.3456 0.0497
Si -0.1963 0.0686 -0.0295
Si -0.118 -0.063 -0.5487
Si 0.2946 -0.0498 -0.1833
Si -0.0129 -0.3315 -0.1614
Si 0.0683 0.0364 -0.1864
Si -0.0028 0.1958 -0.179
Si 0.0387 -0.1078 -0.262
Si -0.1061 0.0074 -0.2609
Si -0.0668 -0.1321 -0.1892
Si -0.1127 0.1276 -0.2256
Si 0.2868 -0.0724 -0.3407
Si -0.0029 0.1184 -0.1543
Si 0.075 -0.1714 -0.0508
Si -0.1102 0.2156 0.0041
Si 0.0694 0.0261 0.0195
Si -0.1298 -0.0186 -0.0515
Si 0.0774 0.1185 0.0044
Si -0.1204 0.1022 -0.1918
Si -0.0013 -0.0454 0.2731
Si 0.2175 -0.0934 0.0514
Si -0.0297 -0.0908 0.1283
Si -0.0123 0.1234 -0.014
Si -0.0352 -0.0359 -0.0026
Si 0.0392 -0.0521 -0.2038
Si -0.0015 -0.0043 0.0564
Si 0.0046 -0.0928 0.0623
Si -0.1324 0.0131 -0.0885
Si 0.0586 0.0469 0.0424
Si -0.0321 -0.0161 0.1113
Si 0.0802 -0.0716 0.0337
Si 0.0518 0.0114 0.0984
Si -0.0886 -0.0949 0.0725
Si 0.0537 0.0538 0.1765
Si 0.1947 0.0416 0.0828
Si 0.0884 0.0058 -0.0635
Si -0.0725 0.0158 0.1133
Si -0.1379 -0.0426 -0.0724
Si -0.0241 -0.0119 0.0297
Si -0.0301 0.0897 -0.0793
Si -0.1017 -0.0433 -0.2497
Si 0.0178 0.2356 0.0136
Si -0.0917 -0.0587 -0.2645
Si -0.0963 0.088 -0.2767
Si 0.0015 -0.0248 -0.126
Si -0.0446 -0.1093 -0.0777
Si -0.0258 -0.0309 -0.1521
Si 0.1424 0.1711 -0.1621
Si 0.1311 -0.0862 0.2064
Si 0.0773 -0.188 0.0838
Si -0.0433 0.0629 0.0089
Si -0.19 -0.0756 0.2987
Si -0.1943 -0.1686 0.2648
Si -0.021 0.0531 0.1234
Si 0.2909 0.003 0.3318
Si 0.0515 0.0517 0.2204
Si -0.1851 -0.0097 0.1127
Si 0.0265 -0.0678 0.2258
Si 0.1185 0.235 0.1317
Si 0.0526 0.2144 0.0482
Si 0.3223 -0.1207 0.0187
Si 0.1442 -0.077 0.1729
Si 0.1059 0.0699 0.4438
Si 0.0002 0.0305 0.4163
Si -0.1492 0.0062 0.253
Si -0.0012 -0.1679 0.0123
Si -0.1613 0.1095 -0.0186
Si 0.0843 -0.0329 0.2598
Si 0.0147 -0.042 0.0871
Si -0.0843 0.0148 0.4483
Si 0.0497 0.0176 0.0234
Si -0.1174 0.1628 0.28
Si -0.2017 0.0145 0.3611
Si -0.1263 0.1141 -0.4558
Si 0.1048 -0.1255 0.3088
Si 0.0525 -0.0115 -0.0405
Si -0.0085 -0.0012 0.0419
Si -0.0337 -0.083 -0.0813
Si -0.1031 0.073 0.2183
Si 0.1117 0.0621 0.2374
Si -0.1778 -0.2673 -0.4944
Si -0.0581 -0.0557 0.2094
Si 0.1253 0.0649 0.2825
Si -0.1336 -0.1352 -0.103
Si 0.0431 -0.0646 0.1337
Si -0.0938 -0.1141 0.3474
Si 0.0058 0.0038 -0.1534
Si -0.0329 -0.061 0.1403
Si 0.0483 0.024 -0.1456
Si -0.0499 -0.1302 0.3298
Si 0.0168 -0.038 -0.1899
Si -0.032 0.1448 -0.3424
Si 0.0576 0.0163 0.056
Si -0.1055 0.1 -0.1605
Si 0.0049 0.0785 -0.3415
Si -0.0452 -0.2688 -0.3737
Si -0.1824 0.1536 -0.1838
Si 0.1654 -0.0871 -0.1341
Si -0.0067 -0.0962 0.1598
O 0.0605 0.0281 -0.1079
O 0.1923 0.0449 0.6361
O -0.3095 0.1045 0.0193
O 0.0481 0.0654 0.3212
O 0.0945 0.0589 0.1652
O 0.0324 -0.0227 0.4977
O -0.0091 0.0537 0.0915
O -0.02 -0.0489 0.2914
O -0.0376 0.0143 0.0424
O -0.0429 -0.1558 0.0611
O 0.1859 -0.2179 0.0178
O 0.3093 -0.2242 -0.028
O -0.0463 0.0474 -0.0313
O -0.0561 0.124 0.4765
O -0.0258 0.1532 0.0756
O 0.2473 -0.0784 0.2966
O 0.0787 0.1247 0.4946
O -0.0512 0.1211 0.2127
O 0.0499 0.1253 0.0956
O -0.1799 0.1263 -0.2199
O -0.0291 0.0429 -0.1731
O -0.1235 0.0799 0.2398
O 0.0749 0.0669 -0.3955
O -0.062 0.0152 -0.1355
O 0.1176 0.0877 -0.1914
O 0.002 -0.0686 -0.3317
O -0.0584 0.1535 -0.3526
O -0.1599 -0.0901 -0.0313
O -0.0369 -0.0501 -0.0776
O -0.178 -0.0403 -0.4195
O 0.0899 0.3295 -0.3976
O 0.0994 -0.2136 -0.3933
O 0.0948 -0.1018 -0.0241
O 0.0067 -0.0768 -0.1592
O 0.0603 0.1752 -0.0444
O 0.0712 -0.0324 -0.1329
O -0.0115 -0.0325 0.0721
O -0.0897 0.0055 -0.0868
O -0.0018 0.0261 -0.1137
O 0.0156 0.044 -0.1363
O -0.0313 -0.0258 0.0364
O -0.1048 0.0321 -0.1671
O 0.0176 -0.2394 -0.0749
O 0.0472 -0.0454 -0.2346
O 0.0256 0.0264 0.1424
O -0.0246 -0.0177 -0.0406
O -0.0507 0.0079 -0.2797
O 0.0478 0.0199 0.029
O -0.0334 0.0026 -0.1777
O -0.0297 0.0097 0.0196
O -0.0887 -0.1198 -0.116
O 0.0428 0.1082 -0.3427
O -0.0406 -0.0038 -0.2027
O 0.0134 -0.0968 -0.135
O -0.1859 -0.1593 0.2058
O -0.0238 -0.121 0.1936
O 0.048 -0.1966 0.2079
O 0.0406 0.0671 -0.1215
O 0.004 0.0068 0.0448
O 0.2458 -0.0175 -0.3812
O 0.0983 0.1235 -0.0041
O 0.0377 0.0534 -0.0071
O -0.0446 -0.0411 -0.0199
O 0.0062 0.0523 -0.0746
O -0.0227 0.0796 -0.2255
O 0.0149 0.0405 -0.1471
O 0.0298 0.0185 0.0249
O -0.0293 0.0714 0.2041
O 0.1429 -0.2059 0.2468
O -0.1441 0.1968 0.055
O -0.0156 -0.0897 0.0893
O -0.0428 -0.0474 0.0458
O 0.0154 0.0215 0.0488
O 0.0414 -0.0227 -0.087
O 0.0727 -0.0355 0.1501
O 0.0213 -0.0758 -0.0951
O -0.0059 0.1503 0.0983
O 0.02 -0.0234 0.0767
O -0.028 0.0933 0.0134
O -0.0495 -0.0101 0.0024
O 0.1558 -0.0926 0.159
O 0.0189 0.0674 -0.1516

The program warned: the cutoff lies below the one the program advises for these potential files.
